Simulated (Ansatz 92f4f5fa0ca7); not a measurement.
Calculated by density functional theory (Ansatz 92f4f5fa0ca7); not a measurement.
Periodic cell of 215 atoms, Si132O82As1, from a study of silicon, its oxide and their interface. The atomic structure is a simulated model.
Doubt: the cutoff is far below the 930 eV that the study's wrapper takes by default for these files, so forces and energies are approximate.
This geometry differs little from another in the collection (a relaxation step or a small displacement).

Settings: functional PBE; potential files Ansatz PAW; basis plane waves; wave-function cutoff 580 eV; density cutoff ratio 5; exchange-correlation grid ratio 1; k mesh 1 x 1 x 1, Gamma-centred; self-consistency stop 5e-08 eV per atom in the density residual; occupations fixed; spin none; net charge +1 e, with a uniform compensating background and no finite-size correction.

Cell vectors (angstrom)
a 10.938 0 0
b 0 10.938 0
c 0 0 31.5432

Atoms: element, x, y, z (angstrom)
Si 10.3707 0.5515 24.314
Si 6.0504 10.5041 24.1311
Si 2.1571 3.3197 24.0419
Si 8.6814 2.2763 24.2879
Si 0.4776 5.0791 24.1494
Si 5.0595 5.899 24.174
Si 3.3956 7.6461 24.1389
Si 7.83 8.8263 23.9801
As 1.3381 1.4867 25.4557
Si 6.9243 1.287 25.4939
Si 4.0494 4.1016 25.3293
Si 9.6577 4.1027 25.4113
Si 1.5088 6.8147 25.3599
Si 6.8942 6.9532 25.24
Si 4.2349 9.5271 25.3171
Si 9.5295 9.6197 25.4463
Si 2.8235 -0.042 26.6995
Si 8.2236 -0.0356 26.9427
Si -0.0248 2.802 26.9538
Si 5.4643 2.7274 26.6638
Si 2.7613 5.4339 26.8303
Si 8.2193 5.5277 26.6298
Si 0.0482 8.1945 26.6521
Si 5.5478 8.1995 26.7936
Si 4.1234 1.3813 28.0875
Si 9.5875 1.35 28.2537
Si 1.4087 4.1225 28.2471
Si 6.8385 4.1359 28.0238
Si 4.1602 6.8182 28.1437
Si 9.5951 6.8459 28.0547
Si 1.3781 9.5733 28.0629
Si 6.846 9.5287 28.2435
Si 0.0526 -0.0265 29.5446
Si 5.4506 0.0044 29.501
Si 2.7712 2.7053 29.5408
Si 8.1716 2.7763 29.4786
Si -0.0209 5.5019 29.5012
Si 5.5104 5.4479 29.5062
Si 2.7567 8.2086 29.4529
Si 8.2546 8.158 29.5338
Si 1.398 1.3512 30.919
Si 6.8191 1.3813 30.8442
Si 4.1334 4.09 30.8921
Si 9.5521 4.1179 30.851
Si 1.3735 6.8588 30.8354
Si 6.8696 6.8014 30.9002
Si 4.0913 9.5725 30.8556
Si 9.6014 9.5438 30.9031
Si 2.7523 -0.0349 0.7326
Si 8.1803 0 0.6665
Si -0.0283 2.746 0.6786
Si 5.4815 2.7092 0.72
Si 2.7169 5.4782 0.668
Si 8.2188 5.4312 0.7389
Si 0.0357 8.1759 0.723
Si 5.4693 8.2073 0.6726
Si 4.1229 1.3311 2.0858
Si 9.5243 1.3761 2.0336
Si 1.3226 4.1317 2.048
Si 6.8541 4.0482 2.0947
Si 4.0753 6.8587 2.0289
Si 9.608 6.7953 2.081
Si 1.386 9.5407 2.0988
Si 6.8257 9.5696 2.0635
Si -0.0531 -0.0134 3.3487
Si 5.4725 -0.0273 3.5071
Si 2.6903 2.7211 3.3399
Si 8.1919 2.6785 3.5181
Si -0.0132 5.4546 3.5372
Si 5.4478 5.4695 3.3313
Si 2.749 8.1856 3.5051
Si 8.2255 8.181 3.3798
Si 1.2876 1.364 4.6783
Si 6.8417 1.2932 4.9334
Si 4.0575 4.1131 4.6516
Si 9.5333 4.0553 4.9118
Si 1.3582 6.8617 4.9102
Si 6.8354 6.7973 4.6899
Si 4.1078 9.5549 4.9085
Si 9.5705 9.5617 4.7551
Si 2.6134 0.0374 6.1082
Si 8.2276 -0.1425 6.2811
Si -0.0219 2.6411 6.2071
Si 5.3722 2.7618 6.0761
Si 2.7506 5.4224 6.1498
Si 8.0917 5.4333 6.1877
Si -0.005 8.2933 6.2409
Si 5.5696 8.144 6.1638
Si 3.4691 1.9363 7.1846
Si 10.0213 0.8225 7.4824
Si 1.7654 3.6519 7.3586
Si 6.206 4.5175 7.3889
Si 4.6384 6.3028 7.2632
Si 9.1654 7.182 7.3328
Si 0.8923 10.1519 7.5299
Si 7.414 8.8786 7.503
O 4.5717 6.6028 8.8855
O 1.3758 3.9746 8.9407
O 9.7557 6.5405 8.7424
O 1.3045 10.1052 9.1546
O 6.0637 4.2106 9.0227
O 3.6992 1.6108 8.7716
O 7.1441 8.9617 9.1477
O 9.6481 1.0734 9.0778
O 8.2337 2.5441 22.7335
O 10.9726 5.5627 22.6365
O 5.6432 0.1014 22.6304
O 5.3019 5.3962 22.6219
O 2.1323 2.7724 22.493
O 3.3309 7.856 22.4952
O 8.3879 8.7393 22.4135
O -0.0851 11.2389 22.7803
Si 2.1543 2.9708 12.8854
Si 8.682 1.3104 10.367
Si 1.0574 4.5005 15.3375
Si 7.5407 5.5804 12.1946
Si 2.4204 8.1731 21.1833
Si 5.4117 7.7872 12.4645
Si 9.2637 0.4527 15.5003
Si 2.911 -0.0368 16.6453
Si 10.4716 1.1542 12.6084
Si 7.7622 2.837 21.2089
Si 9.1316 8.7835 14.4637
Si 1.4682 4.7736 10.3619
Si 4.4829 9.4856 19.113
Si 11.0693 6.1027 21.0941
Si 6.6169 10.4487 14.8434
Si 5.3902 0.735 21.1567
Si 2.346 9.8007 10.3897
Si 0.4456 10.6344 21.3739
Si 5.8559 5.2644 21.1031
Si 3.6378 7.0802 10.1079
Si 9.037 5.686 14.8343
Si 3.6534 4.0976 19.0794
Si 10.0302 3.6606 19.3013
Si 4.255 8.6707 15.3502
Si 0.4534 1.9183 17.1474
Si 6.7985 7.542 19.2338
Si 5.2514 3.6265 16.7361
Si 7.7785 5.0141 17.5145
Si 6.6604 9.925 10.3764
Si 4.38 1.0455 10.1083
Si -0.0327 9.0854 11.909
Si 9.1002 8.6431 20.9296
Si 4.5565 1.6703 14.5734
Si 2.4504 2.0857 21.03
Si 6.3286 3.3355 10.3753
Si 3.4209 5.9232 16.7192
Si 9.8799 6.5339 10.3602
O 0.1314 2.6296 18.5843
O 2.9226 9.6356 15.5748
O 10.8506 4.8061 20.1404
O 7.583 2.4111 9.931
O 10.9247 5.3417 10.8103
O 6.5945 6.7377 12.8589
O 10.3183 8.0574 10.7875
O 7.6677 9.4572 13.9986
O 8.4086 6.2067 10.9686
O 5.3451 10.4842 20.067
O 2.1672 3.7324 11.4264
O 7.974 8.5622 19.7546
O 6.2114 6.7452 20.5419
O 5.5112 2.7166 15.4115
O 1.309 0.931 20.6926
O 6.044 9.0563 11.6211
O 4.6075 4.9894 16.1084
O 6.5819 3.9169 17.6423
O 10.5275 10.6642 11.8154
O 5.5823 0.5001 13.9882
O 8.0064 5.0901 15.9223
O 9.73 9.8142 15.5921
O -0.4079 5.1438 15.1319
O 1.5776 6.8204 20.8004
O 1.5001 0.6378 17.1759
O 6.5931 1.7759 20.7925
O 1.0181 1.7874 12.8361
O 3.2332 5.5065 18.3192
O 9.5325 2.0107 11.5844
O 1.0162 3.1013 16.1789
O 8.5805 5.1417 13.371
O 10.2819 8.578 13.32
O 1.4468 9.3904 21.657
O 10.064 9.9661 20.6357
O 3.1825 0.2037 10.8784
O 5.0778 2.3516 10.8312
O 1.7334 4.1558 13.9092
O 7.9143 10.8698 10.8514
O 9.1276 4.4651 18.2213
O 5.6332 9.4987 15.7664
O 5.5311 -0.0355 9.7314
O 3.5961 2.3167 13.393
O 1.9676 5.6496 16.0443
O 9.7175 1.0444 14.0451
O 4.3917 6.9369 11.5292
O 4.748 4.5002 20.2106
O 9.9478 1.3427 16.6561
O 6.6623 4.3161 11.6409
O 5.5901 8.4126 18.5646
O 9.079 2.733 20.261
O 3.6026 1.1398 15.7783
O 4.2086 3.0808 17.9046
O 9.93 7.2411 20.876
O 3.3468 8.6561 9.8104
O 3.9292 7.4308 16.3698
O 7.6296 0.4826 15.7014
O 8.9195 7.2973 15.0478
O 3.9323 1.4473 21.1643
O 1.5947 9.1314 11.695
O 2.3208 6.1447 10.1594
O 7.3619 6.4646 18.1479
O 7.22 4.3708 21.1096
O 4.5437 8.2379 13.7889
O 3.3378 8.6514 19.9392
O 2.4927 3.2585 19.8883
O 3.7372 10.373 17.9653

Results
free energy: -135411.356 eV
free energy less fixed offsets of As -4856.12, O -568.88, Si -635.61 eV per atom: -6.556 eV

Forces (eV/angstrom), in the order of the atoms: element, x, y, z
Si 0.0015 0.0534 0.0435
Si 0.0028 -0.0049 0.0159
Si -0.0477 0.0265 0.07
Si 0.0046 -0.0334 0.0481
Si 0.0302 -0.0075 0.0453
Si -0.0075 -0.0033 0.0418
Si 0.0119 -0.0019 0.0174
Si -0.0051 -0.0073 0.0463
As 0.0032 -0.0068 0.0075
Si -0.0059 0.0307 -0.003
Si 0.0114 0.0119 -0.0067
Si 0.0114 -0.0074 -0.0259
Si -0.0232 -0.0062 -0.0008
Si -0.0028 -0.0026 -0.019
Si -0.0006 -0.0042 -0.0045
Si -0.011 -0.0148 -0.0148
Si -0.0213 0.0196 -0.0165
Si 0.0006 -0.0094 0.048
Si 0.013 -0.0076 0.0349
Si -0.0061 -0.0112 -0.0034
Si 0.0115 0.0028 0.0269
Si -0.0063 0.0084 0.0031
Si 0.0073 0.0074 -0.0008
Si 0.0077 -0.0087 0.0286
Si 0.0054 0.0025 -0.003
Si -0.0085 0.0053 -0.0242
Si -0.01 0.0066 -0.0226
Si -0.0025 -0.0042 -0.001
Si -0.0103 -0.0006 -0.0303
Si 0.0081 -0.0005 -0.0015
Si -0.0059 -0.0028 -0.0037
Si 0.0166 0.019 -0.0317
Si 0.0084 0.0072 -0.0016
Si 0.0012 -0.0063 0.0086
Si -0.0057 -0.0069 -0.0017
Si 0.0122 -0.0119 0.0046
Si 0.0122 -0.011 0.0069
Si 0.0029 0.004 0.0014
Si 0.0084 -0.0063 0.0065
Si -0.0069 0.0037 0.002
Si 0.0044 -0.0054 -0.0026
Si -0.0039 0.0036 -0.0077
Si 0.0034 -0.0055 -0.0036
Si -0.0059 0.0045 -0.0052
Si -0.0084 0.0028 -0.007
Si 0.0046 -0.0068 0.0017
Si -0.0026 0.0048 -0.009
Si 0.0045 -0.0049 -0.004
Si 0.0071 -0.0055 0
Si -0.0067 0.0088 0.0024
Si -0.0071 0.0061 -0.0023
Si 0.0067 -0.0095 0.0042
Si -0.0076 0.0075 0.0012
Si 0.0087 -0.0068 0.0031
Si 0.0113 -0.0086 0.004
Si -0.0087 0.0084 -0.0017
Si -0.0071 0.0039 -0.0113
Si 0.0093 -0.0083 -0.0003
Si 0.0048 -0.0072 -0.002
Si -0.0069 0.0084 -0.0115
Si 0.0107 -0.0068 -0.0015
Si -0.0089 0.007 -0.0062
Si -0.0065 0.0068 -0.0121
Si 0.002 -0.0038 -0.0025
Si 0.0014 0.0059 0.0185
Si -0.0001 0.0038 0.002
Si 0.0109 0.0048 0.0345
Si -0.0007 -0.0038 0.0042
Si -0.0037 0.0051 0.0031
Si -0.0047 -0.0027 0.0237
Si -0.0035 -0.0006 0.0041
Si 0.005 -0.012 0.0223
Si -0.0059 0.0026 -0.0324
Si 0.0008 -0.0007 0.0033
Si -0.0094 -0.0034 -0.0445
Si 0.0036 -0.0002 0.0006
Si 0.0021 -0.0032 0.0035
Si -0.0023 0.0052 -0.0315
Si 0.0025 -0.0022 0.0041
Si -0.005 0.0039 -0.0223
Si 0.0086 -0.0056 0.0109
Si -0.0002 0.0006 0.007
Si 0.0001 -0.0023 0.0118
Si 0.0074 -0.011 0.0075
Si -0.001 0.0033 0.0123
Si 0.0022 -0.0045 0.0063
Si 0.0049 -0.0017 0.0001
Si -0.003 0 0.0113
Si -0.0006 0.0054 -0.0073
Si -0.001 0.0048 -0.0183
Si 0.0013 -0.0008 -0.0241
Si -0.0015 0.0029 -0.0128
Si -0.004 0.0016 -0.015
Si -0.004 0.0069 -0.0117
Si -0.0046 -0.0003 -0.0124
Si -0.0022 0.0035 -0.0199
O -0.0082 0.0067 0.018
O -0.0054 0.012 0.0234
O 0.0068 -0.0074 0.0259
O 0.0101 -0.0028 0.0174
O 0.0017 -0.0124 0.0247
O 0.0174 -0.0124 0.0311
O -0.0069 0.011 0.0257
O -0.0095 0.0043 0.0193
O -0.0143 0.0108 -0.0585
O -0.0081 0.01 -0.0533
O -0.0136 0.0166 -0.033
O 0.0116 -0.0088 -0.0432
O 0.0206 -0.0344 -0.0846
O -0.0138 0.0117 -0.0294
O 0.0132 0 -0.0347
O 0.015 -0.0214 -0.052
Si -0.0026 0.0026 -0.0028
Si -0.0034 -0.0028 -0.0077
Si 0.0018 -0.0037 -0.0047
Si -0.0031 0.0004 -0.0022
Si 0.0007 -0.0047 0.0205
Si 0.0006 0.0015 -0.0054
Si 0.0033 0.0072 -0.0054
Si 0.0027 -0.0005 -0.0077
Si -0.0021 -0.0036 0.0035
Si 0 0.0042 0.0211
Si 0.0012 -0.0044 -0.0031
Si -0.0002 -0.006 -0.0074
Si -0.0016 0.0064 -0.0029
Si -0.0107 0.0082 0.016
Si -0.0029 0.0014 -0.0027
Si -0.0031 -0.0043 0.0119
Si -0.0034 0.0076 -0.0049
Si -0.0162 0.0087 0.0113
Si 0.0114 -0.0089 0.0216
Si 0.0074 -0.0078 -0.0081
Si -0.0084 -0.001 0.0005
Si -0.0002 -0.0078 0.0047
Si -0.0016 0.0022 -0.0022
Si -0.0014 -0.0004 -0.0062
Si -0.0008 0.0047 -0.0033
Si 0.0034 0.0034 -0.0038
Si -0.0011 -0.0007 -0.004
Si 0.004 0.0037 -0.0022
Si -0.0012 -0.0025 -0.0148
Si -0.0027 0.0061 -0.0151
Si 0.0022 0.0006 0.0025
Si 0.0117 -0.0017 0.007
Si -0.0056 0.0017 0.0033
Si -0.0123 0.0134 0.0135
Si 0.0003 0.0039 -0.01
Si 0.0038 -0.0066 -0.0049
Si -0.0023 -0.0067 -0.0086
O 0.0054 -0.0065 -0.0001
O 0.0007 -0.0041 -0.0017
O -0.0028 -0.0145 -0.0026
O 0.0006 0.002 0.0022
O -0.0026 0.0014 -0.0051
O 0.0006 0.0003 -0.0052
O 0.0031 0.0087 -0.0006
O 0 0.0007 -0.0011
O -0.0076 -0.0038 0.001
O -0.0089 -0.0131 -0.0012
O 0.0016 -0.0044 0.0048
O -0.0118 -0.0053 -0.0042
O 0.0048 0.0052 -0.0011
O -0.002 -0.0022 -0.0013
O 0.002 0.0029 0.0104
O -0.008 -0.009 0.0027
O -0.0006 0.0025 0.0038
O -0.0044 -0.0034 0.0039
O -0.0011 0.0038 -0.0017
O 0.0005 0.0004 -0.0009
O 0.0083 0.0035 -0.0103
O -0.0007 -0.0017 0.0034
O 0.0007 0.0023 0.0016
O 0.0013 -0.0019 0.0055
O 0.0001 -0.0005 0.0033
O 0.0017 -0.0033 0.0047
O -0.0037 -0.0012 -0.0027
O -0.0004 0.0053 -0.0011
O 0.0044 0.0001 -0.0009
O -0.0019 0.0026 0.0021
O 0.0023 0.0022 0.0041
O -0.0051 0.0012 0.0041
O 0.0101 -0.0106 0.0013
O 0.0001 -0.0021 0.009
O 0.0001 -0.0015 -0.0052
O 0.0011 -0.0023 -0.0085
O -0.0017 0.0024 0.0021
O -0.0012 0.0044 -0.0064
O -0.007 0.0033 -0.0001
O 0.001 0.0004 0.005
O -0.0038 0.0065 0.004
O 0.0026 -0.0016 0
O -0.0019 0.0003 0.0029
O -0.0021 0.0004 0.0036
O 0.0084 0.0028 0.005
O -0.0117 -0.0071 -0.0048
O -0.0022 -0.0039 0.0024
O 0.0049 0.008 0.0001
O -0.0035 0.0044 0.0044
O 0.0134 0.0028 -0.0037
O 0.004 0.0023 -0.0012
O 0.0069 0.0027 -0.0035
O 0.0016 -0.0013 0.01
O -0.0031 0.0031 -0.0014
O -0.0008 0.001 0.0035
O -0.0001 -0.0011 0.0037
O -0.0004 -0.0041 0.0004
O 0.019 -0.0045 0.0063
O -0.01 0.0001 0.0007
O -0.0019 -0.0002 -0.0015
O 0.0033 -0.0092 -0.0004
O -0.0111 0.007 0.0045
O -0.003 0.0013 0.004
O 0.0184 0.0081 -0.009
O 0.007 0.0041 0.0055
O -0.001 -0.0045 0.0042

The program warned: the cutoff lies below the one the program advises for these potential files; the exchange-correlation potential is rough where the density is thin.
